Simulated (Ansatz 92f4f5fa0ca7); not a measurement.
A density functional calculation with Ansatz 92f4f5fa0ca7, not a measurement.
Periodic cell of 215 atoms, Si132O82P1, from a study of silicon, its oxide and their interface. The atomic structure is a simulated model.
Doubt: the cutoff is far below the 930 eV that the study's wrapper takes by default for these files, so forces and energies are approximate.
This geometry differs little from another in the collection (a relaxation step or a small displacement).

Settings: functional PBE; potential files Ansatz PAW; basis plane waves; wave-function cutoff 580 eV; density cutoff ratio 5; exchange-correlation grid ratio 1; k mesh 1 x 1 x 1, Gamma-centred; self-consistency stop 5e-08 eV per atom in the density residual; occupations fixed; spin none; net charge +1 e, with a uniform compensating background and no finite-size correction.

Cell vectors (angstrom)
a  10.938  0  0
b  0  10.938  0
c  0  0  31.5432

Atoms and the computed forces on them: element, x, y, z (angstrom), force x, y, z (eV/angstrom)
Si  10.4346  0.5759  24.3435  0.0023  -0.0002  0.0041
Si  6.045  10.5047  24.1581  0.0013  0.002  0.0058
Si  2.13  3.248  24.0861  0.0014  -0.0021  0.0076
Si  8.7026  2.2587  24.3123  -0.002  -0.0018  0.0065
Si  0.502  5.056  24.1708  0.0017  -0.0012  0.0086
Si  5.0541  5.8928  24.195  0.0016  0.0015  0.0073
Si  3.3985  7.6501  24.1639  -0.0008  -0.0005  0.0052
Si  7.8313  8.8296  23.9956  -0.0013  -0.0016  0.0068
Si  1.3415  1.4811  25.4609  0.0025  -0.0018  -0.003
Si  6.9244  1.2993  25.511  -0.0033  0.0022  -0.0049
Si  4.0275  4.1013  25.3287  -0.0003  -0.0001  -0.002
Si  9.6704  4.0947  25.4285  -0.0005  0.0028  -0.0048
Si  1.5023  6.8151  25.3768  -0.0013  0.0014  -0.0023
Si  6.8982  6.9473  25.2419  0.0006  -0.0009  -0.001
Si  4.2331  9.5297  25.3515  -0.0018  0.0004  -0.0008
Si  9.529  9.6431  25.4415  0.0011  -0.0026  -0.0043
Si  2.7797  0.0059  26.6451  -0.0009  0.0005  -0.0036
Si  8.2295  -0.0272  26.9533  -0.0004  -0.0012  0.0245
Si  0.0193  2.7689  26.9245  0.0012  -0.0009  0.0239
Si  5.4508  2.736  26.6687  0.0002  0.0004  -0.0045
Si  2.7638  5.4386  26.8435  0.002  0.0001  0.0162
Si  8.2272  5.5244  26.6304  -0.0017  0.0007  -0.0028
Si  0.0433  8.2131  26.6549  0.0006  0.0006  -0.0045
Si  5.5591  8.196  26.7988  0.0015  -0.0007  0.0136
Si  4.1095  1.3671  28.0723  0.0002  0.0001  -0.0009
Si  9.5982  1.3717  28.2493  -0.0004  0.0015  -0.0203
Si  1.3962  4.1215  28.2431  -0.0043  0.0005  -0.0183
Si  6.8382  4.136  28.0249  0.0001  0.0012  0.0019
Si  4.1638  6.8222  28.1488  -0.0023  0.0003  -0.0149
Si  9.5986  6.8523  28.0529  -0.0005  -0.0002  -0.0011
Si  1.3947  9.5919  28.0519  0.0008  0.001  -0.0005
Si  6.8515  9.5347  28.246  0.0049  0.0055  -0.0182
Si  0.0521  -0.0206  29.5381  -0.0029  0.0036  0.0018
Si  5.4466  0.0128  29.4919  0.0033  -0.0045  0.0054
Si  2.7713  2.7071  29.5282  -0.0026  0.0022  0.0034
Si  8.1722  2.7737  29.4788  0.0023  -0.0033  0.0033
Si  -0.0164  5.5069  29.4985  0.0054  -0.003  0.0048
Si  5.5113  5.4488  29.5106  -0.0023  0.0029  0.0014
Si  2.7533  8.2151  29.4483  0.0053  -0.0057  0.0034
Si  8.257  8.161  29.5346  -0.0031  0.0028  0.0019
Si  1.3981  1.3594  30.9134  0.0056  -0.0034  -0.002
Si  6.8149  1.3819  30.839  -0.0044  0.0046  -0.0003
Si  4.1296  4.0857  30.8885  0.0048  -0.0034  -0.0006
Si  9.5516  4.1243  30.8448  -0.004  0.0049  -0.001
Si  1.3762  6.861  30.831  -0.0072  0.0036  0
Si  6.8727  6.8042  30.9011  0.0044  -0.0033  -0.0007
Si  4.0939  9.5768  30.8482  -0.0044  0.0077  -0.0016
Si  9.6024  9.5493  30.9019  0.003  -0.0046  -0.0008
Si  2.7554  -0.0292  0.7252  0.0017  -0.0021  0.0036
Si  8.1711  0.0026  0.664  0.0005  0.0006  0.0014
Si  -0.0282  2.7572  0.6738  -0.0037  0.0011  -0.0003
Si  5.4817  2.7087  0.7185  0.0022  -0.0017  0.0031
Si  2.7158  5.4785  0.6652  0.0002  0.0029  -0.0004
Si  8.2208  5.4315  0.7398  0.0006  -0.0017  0.0028
Si  0.0387  8.1762  0.718  0.0047  -0.0019  0.0037
Si  5.4698  8.2117  0.6685  -0.0022  -0.0013  -0.002
Si  4.1237  1.3317  2.0861  -0.0024  -0.0001  -0.0053
Si  9.5174  1.3865  2.0179  -0.0039  0.0051  0.0007
Si  1.3218  4.1386  2.0552  0.0004  -0.0007  -0.0016
Si  6.8492  4.052  2.0937  0.0005  0.0011  -0.0052
Si  4.0796  6.858  2.0205  0  -0.0016  -0.0012
Si  9.6136  6.7964  2.0802  0.0002  0.0031  -0.0018
Si  1.3899  9.5428  2.0885  -0.0044  0.0019  -0.0047
Si  6.8193  9.5717  2.0713  0.0036  0.0063  -0.0016
Si  -0.0563  -0.0051  3.3208  0.0114  -0.0067  0.0149
Si  5.4606  -0.0261  3.5227  -0.0022  0.0074  -0.001
Si  2.7  2.7287  3.3412  0.0176  0.0022  0.0235
Si  8.1899  2.68  3.5121  -0.0021  0.0005  0.0008
Si  -0.014  5.4646  3.5522  -0.011  0.0039  -0.0025
Si  5.4453  5.4745  3.3328  0.0026  -0.0066  0.0214
Si  2.7524  8.1858  3.4944  -0.0056  0.0022  0.0007
Si  8.2236  8.1723  3.3776  -0.0066  -0.0264  0.0119
Si  1.269  1.3718  4.658  -0.0205  0.0022  -0.0218
Si  6.8419  1.2973  4.9329  0.0031  0.0037  0.0017
Si  4.0549  4.124  4.6594  -0.006  -0.0014  -0.0312
Si  9.5266  4.0553  4.9118  -0.0042  -0.0032  0.0045
Si  1.3895  6.8673  4.9232  0.0105  -0.0022  0.004
Si  6.8354  6.7963  4.6936  0.0026  0.0051  -0.0244
Si  4.1005  9.5294  4.9251  -0.001  0.0009  0.0082
Si  9.5651  9.5859  4.7342  -0.0013  0.0259  -0.0139
Si  2.5965  0.054  6.0993  0.0162  -0.0373  -0.0078
Si  8.2153  -0.1605  6.2818  -0.0005  -0.004  0.0124
Si  -0.005  2.655  6.2016  0.0051  0.0019  0.0161
Si  5.3669  2.7579  6.0703  0.009  -0.0138  -0.0121
Si  2.7614  5.4271  6.1854  -0.0041  0.0037  0.0101
Si  8.0969  5.435  6.1895  0.0125  -0.0068  -0.0066
Si  -0.0185  8.3054  6.2141  0.0076  -0.0404  -0.0036
Si  5.5743  8.1337  6.1815  -0.006  0.0024  0.0084
Si  3.4597  1.9539  7.1955  -0.0093  0.0253  0.0096
Si  9.9939  0.8519  7.46  0.0035  -0.0075  -0.0193
Si  1.7576  3.6615  7.3843  0.0018  -0.0078  -0.022
Si  6.2127  4.5014  7.4001  -0.0013  0.0058  0.0027
Si  4.6603  6.2938  7.2896  -0.0091  0.0102  -0.0062
Si  9.1658  7.1834  7.3544  -0.0067  0.0087  0.0058
P  0.867  10.1786  7.4611  0.045  0.0202  0.2557
Si  7.4137  8.8669  7.5215  0  0.0043  -0.018
O  4.622  6.6017  8.916  0.0088  -0.01  0.0038
O  1.3313  3.9441  8.9634  -0.0015  0.0041  0.0154
O  9.7679  6.5214  8.746  0.0027  -0.0036  0.0176
O  1.2464  10.1435  9.0692  -0.0506  0.0175  -0.2464
O  6.0639  4.1807  9.0305  -0.0003  0.0018  0.0048
O  3.7264  1.6197  8.7698  0.0069  -0.0055  0.0159
O  7.1607  8.9404  9.1666  -0.0026  0.0042  0.0189
O  9.6854  1.0145  9.0705  0  -0.0007  0.0062
O  8.2336  2.5461  22.76  -0.0037  0.0029  -0.0138
O  10.9942  5.558  22.6575  -0.0016  0.0041  -0.0123
O  5.6241  0.1072  22.6588  -0.0031  0.005  -0.0115
O  5.2921  5.3954  22.6353  0.0025  -0.0019  -0.0104
O  2.1524  2.8029  22.4856  0.0017  -0.0039  -0.0101
O  3.3306  7.8627  22.517  -0.0029  0.0019  -0.0092
O  8.3842  8.7478  22.4222  0.0036  -0.0002  -0.0084
O  -0.1597  11.2335  22.7622  0.0037  -0.0035  -0.0098
Si  2.1661  2.9747  12.8976  -0.0034  0  -0.0105
Si  8.7018  1.288  10.3584  -0.0039  -0.0034  -0.0108
Si  1.0666  4.5077  15.3507  0.0008  -0.0021  -0.0032
Si  7.5308  5.5608  12.1961  -0.003  0.0035  -0.0117
Si  2.4146  8.1851  21.2126  0.0033  -0.0028  0.0051
Si  5.3815  7.7946  12.4753  -0.0006  0.001  -0.012
Si  9.2747  0.4632  15.4971  -0.0017  -0.0018  -0.005
Si  2.9201  -0.0311  16.6714  0.0023  0.0013  -0.0022
Si  10.4789  1.1641  12.6046  0.0023  -0.0029  -0.0109
Si  7.7635  2.8337  21.2407  0.003  -0.0021  0.0051
Si  9.137  8.791  14.4603  0.0021  0.0001  -0.0047
Si  1.4631  4.7681  10.3717  -0.0047  0.0067  -0.0127
Si  4.4857  9.4883  19.1451  -0.0007  0.0025  -0.0024
Si  11.0744  6.1027  21.1227  0.0011  -0.0012  0.0047
Si  6.6224  10.4497  14.8494  0.0001  -0.0011  0.0021
Si  5.3893  0.7355  21.1824  0.0008  -0.0045  0.0042
Si  2.3217  9.7887  10.3147  0.0014  -0.0016  -0.0217
Si  0.4314  10.6372  21.3893  -0.003  0.003  0.0055
Si  5.8517  5.2566  21.1238  -0.0028  -0.0002  0.0042
Si  3.6175  7.0873  10.0777  -0.0097  0.0008  -0.0207
Si  9.0431  5.6891  14.8452  0.0012  0  -0.0036
Si  3.6555  4.0844  19.0925  0.0006  -0.0018  -0.0017
Si  10.0293  3.6671  19.3296  -0.0009  -0.0002  -0.0026
Si  4.2613  8.6744  15.3809  0.006  -0.0014  -0.005
Si  0.4602  1.9289  17.1664  0.0001  0.0019  -0.0035
Si  6.7937  7.5392  19.2533  -0.0001  -0.0015  -0.0013
Si  5.2568  3.6286  16.7426  0.0003  -0.0012  -0.0018
Si  7.7838  5.0179  17.534  -0.0002  -0.0001  -0.0036
Si  6.6671  9.9073  10.3878  -0.0012  0.0006  -0.0185
Si  4.3952  1.0222  10.0962  -0.0038  0.0006  -0.0041
Si  -0.0585  9.0921  11.8866  0.0096  -0.006  -0.0135
Si  9.1035  8.6366  20.9443  -0.001  0.0013  0.0036
Si  4.5618  1.6687  14.5849  -0.0027  0  -0.0047
Si  2.4471  2.0866  21.0482  -0.0021  0.0036  0.0036
Si  6.3542  3.298  10.3712  -0.0026  -0.0071  -0.0049
Si  3.4289  5.92  16.7351  0  0.0014  -0.0013
Si  9.8685  6.5295  10.3694  0.0043  -0.0014  -0.0144
O  0.1208  2.6326  18.5942  -0.0011  0  0.0017
O  2.9313  9.6401  15.5946  -0.0018  0.0012  -0.0007
O  10.8593  4.8087  20.1557  -0.0007  -0.0017  -0.0008
O  7.6073  2.3808  9.8857  -0.0023  0.0038  0.0058
O  10.9329  5.3615  10.8341  -0.0006  -0.0007  0.0024
O  6.5374  6.6998  12.8154  0.0042  -0.0036  -0.0026
O  10.2723  8.0716  10.7676  -0.0039  0.0015  0.003
O  7.6708  9.4573  13.9942  -0.0004  0.0008  -0.0001
O  8.3977  6.1885  10.9645  -0.0099  -0.0057  0.0074
O  5.3582  10.4797  20.0911  -0.0011  -0.0016  0.0008
O  2.1811  3.7454  11.4355  0.004  -0.0075  0.0119
O  7.9759  8.55  19.7646  -0.0013  -0.0003  -0.0006
O  6.2052  6.7358  20.552  0.0011  0.0016  0.0001
O  5.5143  2.7213  15.4089  0.001  0.0028  0.0015
O  1.305  0.9308  20.7064  0.0004  -0.0005  0.0008
O  6.0421  9.0533  11.631  -0.0049  -0.0069  0.0093
O  4.6121  4.9904  16.1084  -0.0013  -0.0005  -0.0003
O  6.594  3.9104  17.6354  0.0001  0.0001  0.0003
O  10.5344  10.677  11.7958  -0.002  0.014  0.0033
O  5.5862  0.498  13.991  -0.0007  0.0002  -0.0003
O  8.0229  5.1006  15.9375  -0.0025  -0.0022  0.0055
O  9.7466  9.8251  15.5743  0.0007  0.0019  0.0014
O  -0.3965  5.1492  15.1122  -0.0009  0.0011  -0.001
O  1.5733  6.8354  20.8127  -0.0007  0.0002  0.0012
O  1.5072  0.6486  17.1866  -0.0013  0.0002  0.0002
O  6.5979  1.7705  20.8155  0.0001  0.0006  0.0019
O  1.0265  1.7926  12.8181  -0.0018  -0.0001  -0.0002
O  3.2348  5.4951  18.3242  -0.0003  -0.0008  0.0023
O  9.5461  2.0126  11.5602  0.0051  0.0026  0.0068
O  1.0223  3.1122  16.1915  -0.002  -0.0043  0.0024
O  8.5668  5.153  13.3797  0.0036  -0.0004  0.0029
O  10.2847  8.5883  13.3037  -0.0093  -0.0017  0.0135
O  1.4452  9.402  21.6883  -0.0012  0.0006  -0.0001
O  10.0774  9.9416  20.617  -0.0009  -0.0018  0.0003
O  3.1615  0.1758  10.8123  -0.0062  -0.0023  0.0001
O  5.1104  2.3054  10.8352  0.0013  0.0018  -0.0012
O  1.7425  4.1534  13.919  -0.0027  0.0036  0.0059
O  7.9213  10.8596  10.8477  -0.0002  0.0011  -0.0003
O  9.1321  4.4715  18.2378  0.0007  -0.0003  0.0007
O  5.6471  9.5001  15.7766  -0.0016  -0.0001  0.0002
O  5.5312  -0.0721  9.7204  0.0068  -0.0006  0.0035
O  3.6034  2.3064  13.3881  0.0055  -0.0022  0.0045
O  1.9766  5.6623  16.0425  0.0013  0.001  0.0001
O  9.7153  1.0524  14.0293  -0.0055  -0.0028  0.0107
O  4.3004  7.0274  11.5337  0.0136  -0.0029  0.0233
O  4.7526  4.4922  20.2145  -0.0014  -0.0006  0
O  9.9628  1.3538  16.6419  0.004  0.0021  0.0041
O  6.6935  4.2674  11.6387  0.0039  0.0091  0.0039
O  5.5843  8.4115  18.5821  0.0002  0.0003  0.0016
O  9.0761  2.7381  20.279  0.0011  0.001  -0.0003
O  3.6045  1.1386  15.7819  -0.0027  -0.003  0.0018
O  4.2154  3.0794  17.9026  0  0.0001  0.0008
O  9.9187  7.2245  20.9018  0.0002  0.0004  0.001
O  3.2716  8.6388  9.6759  -0.0072  0.0148  0.0063
O  3.9394  7.4293  16.3863  -0.0017  -0.003  0.0004
O  7.6416  0.4859  15.6944  0.0019  0.0011  -0.0008
O  8.9305  7.3038  15.0346  -0.0004  -0.0012  0.0008
O  3.9323  1.4433  21.1543  0.0024  -0.0007  0.0017
O  1.5632  9.1181  11.6013  0.0041  0.004  0.0064
O  2.3221  6.1232  10.0956  -0.002  -0.0068  0.0019
O  7.3486  6.465  18.1521  0.0001  0.0008  0.0008
O  7.2166  4.3665  21.1259  0.0002  -0.001  0.0015
O  4.5472  8.2431  13.8115  -0.004  0.0044  0.0109
O  3.331  8.6648  19.961  0.0026  0.0009  -0.0014
O  2.4915  3.241  19.8769  0.001  0.0017  -0.0002
O  3.7509  10.3776  17.9808  0.0007  -0.0017  0.0017

Results
free energy: -131309.786 eV
free energy less fixed offsets of O -568.88, P -755.39, Si -635.61 eV per atom: -5.716 eV

The program warned: the cutoff lies below the one the program advises for these potential files; the exchange-correlation potential is rough where the density is thin.
